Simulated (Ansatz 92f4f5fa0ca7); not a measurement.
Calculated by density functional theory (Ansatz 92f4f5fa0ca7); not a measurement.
Periodic cell of 157 atoms, Si96O55N6, from a study of silicon, its oxide and their interface. The atomic structure is a simulated model.

Settings: functional r2SCAN; potential files Ansatz norm-conserving; basis plane waves; wave-function cutoff 1300 eV; density cutoff ratio 4; exchange-correlation grid ratio 1; k mesh 2 x 2 x 1, shifted by 0.5 0.5 0.5 of a step; self-consistency stop 5e-08 eV per atom in the density residual; occupations Fermi-Dirac, 0.05 eV; spin none; net charge 0.

Cell vectors (angstrom)
a, 10.88, 0, 0
b, 0, 10.88, 0
c, 0, 0, 22.8122

Atoms and the computed forces on them: element, x, y, z (angstrom), force x, y, z (eV/angstrom)
Si, 0.4069, -0.5133, 0.2615, -2.7338, 2.0556, -2.7975
Si, 2.8575, 2.8963, 0.1576, -0.7851, 3.3806, -0.3608
Si, -0.0451, 5.9901, -0.047, -2.7451, -0.9516, 3.0238
Si, 2.1761, 8.2554, -0.3029, 2.8484, -2.9209, 1.2931
Si, 4.8116, 0.6144, -0.2539, 0.4615, 0.2967, -0.7985
Si, 7.7667, 2.9299, 0.2273, 1.5159, -1.3247, -1.7889
Si, 5.9163, 5.3188, 0.007, -2.4917, 2.7082, 0.7013
Si, 8.3365, 7.8455, 0.7659, 0.4231, -1.32, -0.1444
Si, 1.5879, 1.243, 1.3932, 0.4401, -0.197, -0.9662
Si, 4.3575, 4.3557, 1.6348, -1.2827, -0.8714, -1.9824
Si, 1.4448, 6.9172, 1.6964, -1.3137, 0.9936, -3.3776
Si, 3.9256, 9.3597, 1.0835, 0.0648, 0.9457, -2.3673
Si, 6.2978, 1.4144, 1.3905, 1.7488, 0.1997, -0.9244
Si, 9.5754, 4.018, 1.2885, 1.3224, -0.8633, -1.2875
Si, 6.7584, 6.5615, 1.874, 0.0937, 0.6972, -0.6609
Si, 9.6131, 9.5669, 1.9013, -0.1687, -0.3502, -1.9663
Si, 0.0186, 2.4355, 2.5308, -1.9907, 1.317, 1.1703
Si, 3.0935, -0.0563, 2.5924, -1.4805, 0.3014, 1.1891
Si, 0.2048, 8.2028, 3.1131, -0.8159, -0.2588, 0.0493
Si, 2.7269, 5.5021, 2.7458, 0.861, -0.3576, 2.3556
Si, 5.5358, 2.8612, 2.9427, -0.8957, -0.1044, 0.7047
Si, 7.816, 0.1387, 2.6416, 1.4263, -0.1419, 0.851
Si, 5.2171, 8.2368, 2.6974, 1.2628, -0.7818, 0.1176
Si, 8.425, 5.2284, 2.8091, -0.9617, 0.5745, 2.3097
Si, 1.03, 4.1161, 3.9013, 1.7429, -0.4963, 0.1453
Si, 4.0534, 1.4078, 4.1016, 1.0948, -0.1862, -0.3709
Si, 1.6105, 9.6499, 4.158, -0.1284, 0.4296, 0.9256
Si, 4.0293, 7.0804, 4.2987, -0.6906, -1.2138, -1.123
Si, 6.8128, 4.1378, 4.3492, 2.0428, -0.4007, 0.3869
Si, 9.2763, 1.4289, 4.1262, 0.5359, -0.4779, -1.4097
Si, 6.7017, 9.5571, 4.0676, -0.9805, 0.1041, 0.0955
Si, 9.6268, 6.7898, 4.281, -0.7268, -0.3054, -0.2057
Si, -0.2141, -0.0231, 5.3052, 1.4893, -0.2296, 0.8981
Si, 2.4835, 2.6125, 5.1524, 0.5096, 1.9579, 1.4224
Si, 0.0899, 5.4466, 5.6365, -1.2057, -1.2206, -1.1686
Si, 2.8561, 8.3391, 5.7808, -0.4053, 0.4677, -0.8277
Si, 5.3371, 0.0646, 5.5339, 1.0518, -0.3367, -0.1356
Si, 8.2473, 2.5185, 5.8527, -0.1497, 2.3688, -1.883
Si, 5.4686, 5.7066, 5.4854, -0.115, -1.4588, 0.568
Si, 8.0086, 8.1186, 5.4135, 1.2295, 0.2166, 0.7101
Si, 1.5286, 1.1958, 6.6787, -2.0091, -0.6607, 0.4444
Si, 4.0935, 4.0534, 6.7308, -0.6254, 0.5466, -0.8958
Si, 1.4546, 6.7893, 6.7607, 1.1741, 0.5627, 1.8545
Si, 4.3433, 9.5672, 7.133, -2.1902, 1.4571, -1.6288
Si, 6.7722, 1.2799, 6.9536, -0.3224, -1.0918, 0.7757
Si, 9.7723, 3.8905, 6.9711, -0.8183, 0.3377, 0.2232
Si, 6.9378, 6.7532, 6.9742, -1.8392, 0.8935, -0.381
Si, 9.4406, 9.5051, 6.8719, -0.3294, 0.4316, -1.5742
Si, 0.1636, 2.3643, 8.2354, 0.989, 2.1541, -0.4398
Si, 2.6919, -0.0881, 8.3151, 1.0046, 0.0624, -0.8256
Si, 0.0603, 8.2353, 8.0128, 0.5276, -0.9805, 1.122
Si, 2.8079, 5.3935, 8.2896, -0.4193, -0.6041, -1.5016
Si, 5.4388, 2.7632, 8.1339, -0.2962, 0.1129, 0.1219
Si, 8.1485, -0.1114, 8.3471, 0.6735, 0.4412, -0.239
Si, 5.298, 8.1143, 8.3798, 4.5353, -0.4148, -0.8551
Si, 8.1455, 5.2437, 8.1676, 1.9608, -0.6958, 0.2367
Si, 1.4372, 4.0124, 9.6194, 0.5075, -1.1273, -0.3383
Si, 3.9333, 1.5116, 9.4391, 0.9729, -0.0786, 0.401
Si, 1.5137, 9.3698, 9.6965, -1.8016, 0.3271, 0.237
Si, 4.1828, 6.7244, 9.5186, -1.2613, -1.4259, 2.6617
Si, 6.8812, 3.9037, 9.5968, -0.3941, -0.2091, 0.0377
Si, 9.6973, 1.3293, 9.6892, -1.3872, -1.7273, -0.8123
Si, 6.8992, 9.3047, 9.6041, -1.0032, 1.2414, 1.4326
Si, 9.7374, 6.6361, 9.2657, -0.3329, 1.0655, 0.8503
Si, 0.3598, 0.2506, 10.9911, 0.0903, 0.2945, -0.3899
Si, 2.5812, 2.4678, 11.0526, 0.626, 0.7715, 2.4889
Si, 0.4008, 5.6086, 10.797, 0.3263, -0.3929, 0.557
Si, 2.6225, 7.7644, 10.9929, 0.9553, -1.5724, -1.1191
Si, 5.512, 0.3467, 10.6776, 1.5601, -2.0469, 1.3598
Si, 7.9977, 2.2286, 10.8969, -0.7887, 0.4248, 2.0368
Si, 5.8344, 5.5618, 10.8553, 1.2837, 0.7111, -0.3246
Si, 8.2439, 7.7192, 10.8139, -1.2962, -1.955, -1.6686
Si, -2.4663, 3.6141, 13.7313, -2.2122, -1.5632, -3.4604
Si, 2.9729, 6.1051, 18.3505, 0.3232, 0.7089, 0.0664
Si, 3.3128, 2.7565, 14.3399, 2.4269, 2.4518, -0.714
Si, 1.349, 10.9507, 16.3396, -0.3766, -1.6332, 2.9924
Si, 3.5879, -1.0997, 12.8684, 1.4383, 1.6547, 2.1467
Si, 9.6321, 6.1269, 12.9291, -2.2229, -1.2062, 0.5479
Si, -1.1952, 4.1207, 16.0686, 2.0246, 1.0875, 4.0935
Si, 11.6803, 8.2885, 17.6078, -4.8014, 0.3049, -0.0763
Si, -4.3835, -0.6253, 17.4509, 1.7245, 1.0279, -0.804
Si, -9.1189, 4.1003, 16.6485, -1.6776, -2.9389, -2.259
Si, -0.1116, 8.2973, 20.612, -0.387, -1.3012, -0.8592
Si, 6.1385, 7.2072, 18.2657, -0.7171, -1.34, 1.3517
Si, 4.2623, 0.1522, 15.4961, 1.9126, -1.8964, 1.7818
Si, 11.2894, -0.4913, 13.7089, 1.0579, -0.5715, 1.2466
Si, 5.7878, 10.1468, 20.1039, -1.4563, 2.1542, 0.6939
Si, 5.6052, 4.6626, 13.8612, 2.3386, -0.2022, 1.8992
Si, 4.4716, 7.2948, 20.6512, -1.5284, -0.5351, -2.0695
Si, 7.3774, 6.4225, 15.7392, -0.3059, -1.033, -0.544
Si, 1.9402, 5.6363, 21.0467, 0.1886, -1.728, 0.3099
Si, -3.1745, 8.0626, 20.8227, 0.2747, -0.906, 0.6155
Si, 9.7269, -3.0257, 15.268, 2.9926, 1.3272, -2.8909
Si, 9.6015, 1.4056, 20.8571, 0.7447, 1.7238, -0.2134
Si, 9.6661, 10.497, 18.4094, 0.7902, -1.0712, -0.3936
Si, 10.9006, 2.1417, 18.1623, -1.6245, 0.9732, -2.6563
O, -0.5505, 0.7079, 22.0882, 2.3119, -1.9154, 1.6678
N, 0.9845, -1.7703, 21.7105, -1.6341, 1.8429, 1.0572
O, 2.2519, 5.2701, 19.5276, 0.751, -0.5247, -1.1368
O, 2.2788, 4.0558, 21.7335, -0.2914, 0.732, 1.5411
O, -1.5757, 6.5853, 0.1554, -0.5334, 1.2498, 1.2267
O, 5.4845, 0.658, -1.8022, 0.4234, -3.2349, 1.2782
O, 3.8881, 1.953, -0.6066, 0.3695, -1.3653, -0.0286
O, 9.2023, 0.2241, 19.87, -0.0899, -1.2739, -1.9135
O, 8.413, 2.217, 21.6141, -0.2658, 0.4612, 0.1054
N, 2.9576, 6.9866, 21.4073, -1.4105, 2.2008, 0.9775
O, 6.8415, 4.1204, 22.423, 0.4223, -0.6366, -1.1172
O, 7.1957, 9.3811, 20.2185, -1.6536, 4.7704, -1.1775
O, 9.6245, 13.832, 17.3327, 0.7779, 1.3139, -1.1954
O, -0.3582, 0.1289, 12.4511, -0.7301, -0.9893, 0.4139
N, 0.1613, 0.4798, 17.5325, -2.117, 1.899, 2.593
O, 3.1623, 2.4336, 12.7523, -0.5726, 0.8236, -1.7179
O, 1.3333, 1.5132, 11.3576, -0.3113, -0.9697, -0.6779
O, -0.3915, 4.9861, 12.1504, 1.2371, 1.9356, -1.5745
O, 1.7856, 6.396, 11.4148, -1.4594, 1.0251, -0.2124
O, 3.5097, 8.3431, 12.2145, 0.1185, -1.307, -0.1611
O, 4.3079, 4.1258, 14.6375, -0.3909, -0.8143, -1.621
O, -2.2894, -5.4965, 15.9629, 1.9463, -2.4366, 0.964
O, 4.872, -0.3107, 12.0692, -2.909, -0.4429, 0.3215
O, 6.8254, 1.1083, 11.3695, 0.428, 1.2939, -1.2224
O, 8.6634, 2.7656, 12.308, -0.4015, 0.1583, 0.4955
O, 8.1416, 7.8806, 15.4198, -1.7547, -1.2329, -0.0363
O, 5.4064, 5.0337, 12.3041, -1.0836, -0.4049, 0.7783
O, 9.0376, 7.4394, 12.1682, 2.1884, 0.7274, 1.8968
O, 7.182, 6.4719, 11.1975, -1.5666, 0.4548, -1.3012
O, -4.7056, -2.2133, 17.6035, 0.2647, 0.496, 0.1949
O, -6.5973, 1.5858, 14.9066, -0.6043, 1.7025, -1.0802
O, 6.8174, 3.5159, 14.056, -0.5388, -0.592, 0.2129
O, 5.9014, -0.1192, 16.0271, -2.0512, 0.3696, 1.0337
O, -4.2715, 6.2012, 17.1345, 0.08, 0.7565, 0.5697
O, -4.6322, 5.9479, 14.698, -0.5874, 0.3281, -0.8223
O, 1.9346, 10.0836, 12.9761, 0.0731, 0.2006, 0.6285
O, 1.3834, 9.3666, 16.6735, 0.7426, 0.0757, -1.6592
O, 0.8164, 0.5382, 14.9415, -0.3236, -0.0249, -2.336
O, 1.8171, -3.4977, 18.3139, 3.5556, -3.166, -0.1083
O, 10.384, 7.7346, 16.6785, 1.5546, -0.5111, 1.3905
O, 10.3773, 9.276, 14.4881, -0.3184, -1.1935, -0.0844
O, 2.0527, 3.2683, 15.1654, -0.4399, 0.0437, 2.002
N, 4.587, 6.6369, 18.8654, -1.1791, 1.3305, 1.3276
O, 10.2653, 6.6179, 14.2838, 0.6933, 1.9492, 1.2363
O, 9.6221, 14.177, 14.7179, -0.3175, -1.0406, -0.3498
O, -1.6429, 8.2208, 21.2095, 2.7738, 0.7016, -1.9898
O, -0.3766, 2.3278, 19.685, -0.7793, -0.959, 2.9923
O, -7.9407, 5.1003, 17.0068, 0.4229, 1.6386, 1.6792
O, 5.2482, 6.1787, 21.4835, 2.937, -1.4461, 2.1563
O, -3.6671, 8.1281, 22.367, -0.5316, -0.2461, -0.2305
O, 1.3629, 2.9076, 17.737, 1.5878, 0.9182, -0.5141
O, -2.6521, -0.2629, 17.5062, -0.6857, -1.542, 0.7708
N, 0.3004, 6.2857, 21.166, 1.6243, 1.0627, -1.3411
O, 8.4241, 5.1519, 13.4408, 0.7114, 2.762, -1.6422
O, 5.6526, 10.9741, 18.676, 1.0943, -1.847, -0.1611
O, 13.8215, 0.1978, 16.5136, 2.0908, 1.0841, -0.5379
N, 10.7088, -2.013, 18.9206, -1.3451, 1.5232, 1.7507
O, 4.2202, 9.8087, 14.4405, -1.7973, -0.0724, -1.9098
O, 0.3748, 4.8258, 16.2977, -2.4175, -0.248, -0.1943
O, 4.643, 8.9608, 20.4797, 1.1341, -0.6053, 0.1532
O, 7.1586, 7.1468, 19.6092, -0.3139, -1.3759, -0.3915

Results
free energy: -38564.003 eV
free energy less fixed offsets of N -289.75, O -463.61, Si -117.95 eV per atom: -3.753 eV
pressure: -1.58 GPa
stress xx, yy, zz, yz, xz, xy (GPa, positive in tension): 2.3, 1.06, 1.39, -0.75, 1, 0.05
